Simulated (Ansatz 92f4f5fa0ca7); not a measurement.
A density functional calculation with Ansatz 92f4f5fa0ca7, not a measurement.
Periodic cell of 300 atoms, Si194O106, from a study of silicon, its oxide and their interface. The atomic structure is a simulated model.
Doubt: the cutoff is far below the 930 eV that the study's wrapper takes by default for these files, so forces and energies are approximate.
This geometry differs little from another in the collection (a relaxation step or a small displacement).

Settings
functional: PBE
potential files: Ansatz PAW
basis: plane waves
wave-function cutoff: 580 eV
density cutoff ratio: 5
exchange-correlation grid ratio: 1
k mesh: 1 x 1 x 1, Gamma-centred
self-consistency stop: 5e-08 eV per atom in the density residual
occupations: fixed
spin: none
net charge: 0

Cell vectors (angstrom)
a	11.6015	0	0
b	0	10.938	0
c	0	0	42.3094

Atoms and the computed forces on them: element, x, y, z (angstrom), force x, y, z (eV/angstrom)
Si	0	0	0.9665	-0.0123	-0.0296	-0.0171
Si	3.8672	0	0.9665	-0.0022	0.0741	-0.0094
Si	7.7343	0	0.9665	0.014	0.0242	-0.0039
Si	1.9336	1.3673	0.9665	-0.0139	-0.0496	0.0078
Si	5.8008	1.3673	0.9665	0.0062	-0.1121	0.0036
Si	9.6679	1.3673	0.9665	0.0005	0.001	-0.0072
Si	0	5.469	0.9665	-0.0021	-0.0041	0.0135
Si	3.8672	5.469	0.9665	-0.0041	0.0595	0.0137
Si	7.7343	5.469	0.9665	0.0058	0.0082	-0.0057
Si	1.9336	6.8362	0.9665	-0.0158	-0.037	0.0075
Si	5.8008	6.8362	0.9665	0.017	-0.0758	0.0018
Si	9.6679	6.8362	0.9665	0.0021	-0.0008	-0.0101
Si	1.9336	2.7345	41.3423	-0.0032	0.0493	-0.0003
Si	5.8008	2.7345	41.3423	-0.0163	0.1303	-0.0302
Si	9.6679	2.7345	41.3423	0.0059	0.0035	-0.0032
Si	0	4.1018	41.3423	-0.0112	0.0405	0.0528
Si	3.8672	4.1018	41.3423	-0.0069	-0.0402	-0.0017
Si	7.7343	4.1018	41.3423	0.0013	-0.0233	-0.0187
Si	1.9336	8.2035	41.3423	0.0096	0.0529	-0.0143
Si	5.8008	8.2035	41.3423	0.002	0.0623	0.0016
Si	9.6679	8.2035	41.3423	0.012	-0.0174	0.0255
Si	0	9.5708	41.3423	0.0056	0.0172	0.0132
Si	3.8672	9.5708	41.3423	0.0112	-0.1088	-0.0372
Si	7.7343	9.5708	41.3423	0.0074	-0.0152	0.008
Si	0	0	4.8337	0.0399	0.1497	-0.4257
Si	3.8672	0	4.8337	0.1148	0.0448	-0.0517
Si	7.7343	0	4.8337	-0.0924	0.0389	0.1391
Si	1.9336	1.3673	4.8337	0.0343	0.022	0.1689
Si	5.8008	1.3673	4.8337	-0.1448	-0.0227	0.298
Si	9.6679	1.3673	4.8337	0.0773	0.0453	-0.1666
Si	0	5.469	4.8337	0.0133	0.1133	-0.112
Si	3.8672	5.469	4.8337	0.0756	-0.1042	0.2457
Si	7.7343	5.469	4.8337	-0.2401	-0.0746	-0.1366
Si	1.9336	6.8362	4.8337	0.039	-0.233	-0.2159
Si	5.8008	6.8362	4.8337	-0.0599	0.0181	0.3209
Si	9.6679	6.8362	4.8337	-0.0084	-0.1002	-0.1311
Si	1.9336	2.7345	2.9001	0.0178	0.0596	0.0127
Si	5.8008	2.7345	2.9001	0.0087	0.1482	0.038
Si	9.6679	2.7345	2.9001	-0.0028	-0.0508	-0.0517
Si	0	4.1018	2.9001	-0.0153	-0.0188	0.0139
Si	3.8672	4.1018	2.9001	0.0003	-0.0913	0.037
Si	7.7343	4.1018	2.9001	-0.0039	0.0308	-0.0461
Si	1.9336	8.2035	2.9001	0.0256	0.0321	-0.0232
Si	5.8008	8.2035	2.9001	-0.0274	0.1215	0.0557
Si	9.6679	8.2035	2.9001	-0.0355	-0.0289	-0.0338
Si	0	9.5708	2.9001	0.0076	0.0652	-0.0374
Si	3.8672	9.5708	2.9001	-0.0279	-0.0726	0.0042
Si	7.7343	9.5708	2.9001	0.013	-0.0265	-0.0106
Si	-0.1207	-0.2412	31.8685	-0.0092	-0.0067	-0.0041
Si	1.2959	1.6272	31.6318	-0.0028	0.0076	0.0023
Si	6.0207	2.0686	31.1044	0.0039	-0.0046	-0.0046
Si	3.3181	0.7549	30.8819	0.0086	-0.0006	-0.0138
Si	9.2303	0.3921	32.2489	0.004	0.0012	0.0063
Si	8.0591	0.1975	30.2132	-0.0023	0.004	-0.0156
Si	-0.1899	5.422	32.0752	0.0008	-0.0054	0.0041
Si	1.2858	6.237	29.0587	0.0018	-0.0001	0.0047
Si	9.6552	7.0007	31.7904	-0.0023	0.0018	-0.0007
Si	2.0211	6.2689	31.997	-0.0118	-0.0144	-0.0212
Si	6.2572	6.1295	29.0323	0.0014	-0.0029	0.0016
Si	7.504	6.0138	31.8617	-0.0015	0.0045	-0.0072
Si	1.7551	2.7022	33.6888	-0.0045	0.0058	0.0047
Si	7.6482	4.24	33.5277	0.0115	-0.0063	0.0088
Si	9.3983	2.545	33.5528	-0.0122	0.0028	-0.0009
Si	-0.2509	3.9192	33.828	0.0089	0.0127	0.0087
Si	3.6655	4.1279	33.6027	-0.0107	0.0113	-0.0068
Si	5.7378	2.896	33.3707	0.0088	-0.0024	0.0042
Si	0.233	9.4105	33.7535	-0.0045	0.0008	0.0054
Si	8.0708	9.76	33.6939	0.0015	0.0039	-0.0004
Si	9.8243	8.2067	33.7999	0.0072	0.0031	0.0015
Si	2.1766	8.0773	33.5502	0.0007	0.0019	0.0071
Si	4.0305	9.5867	33.35	-0.0028	0.004	0.0072
Si	6.1096	8.3535	33.5081	0.0084	-0.0099	0.0001
Si	-0.0003	-0.025	35.5764	-0.0027	0.0014	0.0014
Si	3.9134	-0.0344	35.3952	-0.0009	0.0029	0.0021
Si	7.7014	0.0538	35.6346	-0.0028	0.0023	0.0032
Si	1.9426	1.293	35.5529	0.0011	0.0003	-0.0027
Si	5.78	1.4411	35.3759	0.0021	-0.0015	-0.0006
Si	9.6312	1.3637	35.5966	0.004	-0.0061	-0.0043
Si	-0.0264	5.4123	35.6397	0.0029	-0.0057	-0.0104
Si	3.9209	5.4637	35.5488	0.003	0.0037	-0.0023
Si	7.7111	5.4942	35.5433	0.0001	0.0053	-0.0043
Si	1.9712	6.7713	35.5352	-0.0042	-0.0046	-0.0014
Si	5.8271	6.9494	35.4936	-0.0001	-0.0036	-0.0016
Si	9.6735	6.7846	35.6398	-0.0024	-0.0048	0.0031
Si	1.9912	2.712	37.4631	0.0029	0.0023	0.0014
Si	5.8152	2.7123	37.4221	0.0014	0.0054	-0.0001
Si	9.6882	2.7584	37.4922	0.0005	0.0054	0.0018
Si	0.0499	4.0636	37.5369	-0.0004	0.0017	-0.0002
Si	3.9151	4.0966	37.4805	0.0022	-0.005	0.002
Si	7.7309	4.1025	37.4635	-0.0018	-0.0034	0.0023
Si	1.9249	8.1921	37.4491	0.0008	0.0068	0.0021
Si	5.7705	8.2097	37.4871	0.002	0.006	0.0021
Si	9.6361	8.2204	37.5024	-0.0003	0.0014	-0.0015
Si	-0.0162	9.5539	37.4959	0.0012	-0.0022	-0.0001
Si	3.8575	9.5888	37.4156	0.0038	-0.0054	0.0002
Si	7.6873	9.5697	37.5056	-0.0026	-0.0019	0.0011
Si	0	0	39.4088	0.0051	0.026	0.0339
Si	3.8672	0	39.4088	-0.0575	-0.0065	-0.2382
Si	7.7343	0	39.4088	-0.0498	0.081	0.2005
Si	1.9336	1.3673	39.4088	0.112	-0.0604	0.0165
Si	5.8008	1.3673	39.4088	0.047	-0.0911	-0.2689
Si	9.6679	1.3673	39.4088	-0.0299	-0.0256	0.0032
Si	0	5.469	39.4088	0.1031	0.035	0.2268
Si	3.8672	5.469	39.4088	0.0423	0.0073	0.0473
Si	7.7343	5.469	39.4088	-0.0171	-0.0049	-0.0582
Si	1.9336	6.8362	39.4088	0.0305	0.0153	-0.0823
Si	5.8008	6.8362	39.4088	-0.0807	-0.0791	0.0406
Si	9.6679	6.8362	39.4088	-0.0825	-0.0324	0.083
Si	1.9286	2.7653	6.777	-0.0009	0.0072	-0.0016
Si	5.733	2.6214	6.8912	-0.0027	0.0027	-0.0018
Si	9.647	2.7974	6.7079	-0.0008	0.0002	0.0002
Si	0.0303	4.1454	6.7733	0.0022	-0.0038	0.0015
Si	3.8669	4.1209	6.8398	0.0003	-0.0063	0.0013
Si	7.6653	4.0552	6.7272	0.0043	0.0012	0.0062
Si	1.9749	8.198	6.7223	-0.0017	0.0031	-0.0017
Si	5.7883	8.1706	6.8502	0.0003	0.0037	-0.0008
Si	9.6722	8.2423	6.7075	0.0047	0.0034	0.001
Si	0.0372	9.5259	6.6681	0.0017	0.0013	-0.001
Si	3.8632	9.5883	6.7757	0.0001	-0.0033	-0.0042
Si	7.7046	9.5562	6.7689	-0.0001	-0.002	0.0001
Si	-0.1158	0.018	8.4825	-0.0022	0.0003	-0.0055
Si	3.5431	-0.1293	8.7956	0.0044	0.0058	0.0057
Si	7.6756	-0.1114	8.7603	0.0041	0.0004	0.0047
Si	1.7588	1.4426	8.7335	-0.0004	-0.0043	-0.0008
Si	5.6495	1.1618	8.9083	-0.002	-0.001	0.0008
Si	9.566	1.3324	8.5258	-0.0014	-0.0046	-0.0046
Si	0.114	5.5783	8.6694	-0.004	0.0045	-0.0063
Si	3.8669	5.5143	8.8212	-0.003	0.0005	0.0003
Si	7.8217	5.4647	8.5869	-0.0038	-0.0048	-0.0017
Si	2.0335	7.0587	8.7791	-0.0005	-0.0031	0.0011
Si	5.8544	6.7933	8.8531	0.0047	-0.0018	0.005
Si	9.7413	6.8314	8.5623	0.0055	-0.0053	0.002
Si	1.8224	2.8113	10.7628	-0.0009	-0.0089	0.0059
Si	5.8758	2.8011	10.6449	-0.0037	-0.0034	-0.0016
Si	9.8746	2.5589	10.4757	-0.006	-0.0001	0.0012
Si	-0.0826	4.2916	10.6424	-0.0024	0.0011	-0.0026
Si	3.8396	4.0452	10.7303	0.0082	0.0048	-0.0017
Si	7.9067	3.9814	10.3759	0.0045	0.0043	-0.008
Si	2.299	9.1302	10.1647	0.0039	-0.0038	0.0065
Si	5.9844	7.9783	10.9513	-0.0009	-0.0023	-0.0059
Si	9.8672	7.9558	10.5937	-0.0002	0.0056	-0.0036
Si	-0.063	9.7226	10.4523	-0.001	-0.0056	0.0005
Si	3.8541	8.6302	11.8681	-0.0017	0.0077	-0.0064
Si	7.8932	9.386	10.6774	-0.0036	-0.0023	-0.0076
Si	1.6768	-2.1685	16.4398	0.0018	-0.0004	0.001
Si	3.175	-0.7135	14.3615	0.0027	-0.0007	-0.0002
Si	8.3803	-1.811	14.2729	0.0008	0.0039	0.005
Si	0.8045	0.9721	13.1288	-0.0066	-0.0044	-0.0058
Si	6.6545	2.4298	12.8423	-0.0053	-0.0003	-0.0027
Si	10.5595	0.5349	11.7952	0.0031	0.0018	0.012
Si	-1.201	5.9815	12.0762	0.0089	0.0024	0.0046
Si	3.7628	5.9589	13.3047	-0.0021	0.0043	-0.0015
Si	8.1588	5.0099	12.467	-0.005	-0.0027	-0.0031
Si	-0.6677	7.3988	14.666	0.0022	0.0044	0.0062
Si	6.6532	6.7907	12.9382	-0.0037	0.008	0.0027
Si	8.4583	10.6948	12.551	0.0039	0.0073	0.0011
O	-1.6797	8.5862	14.2421	0.003	-0.0039	-0.0004
O	6.4657	11.7704	15.7304	0.0006	-0.0019	0
O	7.6796	3.6452	13.3566	0.0031	-0.0028	0.0073
O	-0.8502	3.6846	15.7955	0.001	-0.0003	-0.0002
O	12.1559	8.0611	15.4984	-0.001	-0.0019	-0.0018
O	7.3242	7.9152	13.9461	0.0022	-0.0021	0.0026
O	7.4577	11.9527	12.8989	0.0057	-0.0032	0.0015
O	6.0658	-1.079	17.535	0.0016	0.0004	-0.0016
O	-0.2187	6.5845	13.3067	-0.0034	-0.004	-0.0074
O	-1.4854	6.3172	15.5853	0.0009	-0.0023	0
O	8.0559	-1.2838	15.7867	0.0003	-0.0017	0.0002
O	12.0141	12.7328	17.1346	0.0006	0.0017	-0.001
O	6.9014	-5.402	30.4002	-0.0011	0.0013	-0.0067
O	3.0649	10.9827	29.4179	0.0021	0.0023	0.0079
O	0.4139	4.8444	29.0225	-0.0017	-0.0091	-0.0015
O	2.2326	6.2563	27.7543	0.0101	-0.0009	-0.0035
O	0.3234	7.5186	28.9534	-0.0091	0.0123	0.0044
O	8.737	1.2838	29.1824	-0.0068	0.0215	0.0142
O	0.6233	2.6425	30.4858	0.0007	-0.0025	-0.0028
O	6.4944	7.7199	29.0957	0.0028	0.0029	-0.0005
O	-11.4641	-1.1744	30.5001	0.0016	0.0007	0.0018
O	3.247	-5.7173	32.4004	0.0081	-0.0072	0.0133
O	9.7996	7.9623	30.424	0.0007	-0.0013	0.0055
O	4.6563	5.843	28.8906	0.0036	0.0014	-0.0022
Si	1.4693	7.4339	19.3816	0.0006	-0.0021	0.0012
Si	10.5828	13.5586	20.5485	0.0008	-0.0006	0.0011
Si	-0.2716	4.0054	30.2715	0.0004	0.0125	0.0023
Si	2.9962	11.4257	27.8521	-0.0001	0.0012	-0.0027
Si	-0.296	9.4135	24.4192	0.0013	0.0004	-0.0007
Si	-0.9353	5.3009	19.4206	0.0046	0.0021	0.0025
Si	17.2015	8.6352	21.3276	0.0013	-0.0004	0.001
Si	1.2132	8.9756	21.9322	0.0019	0	0.0017
Si	7.2388	4.1404	26.9413	0.0063	-0.0006	0.0061
Si	4.6636	9.0315	26.4856	-0.0021	0.0004	-0.0023
Si	8.4833	2.8832	29.2963	0.0121	-0.0044	-0.0172
Si	-0.6158	8.6841	29.5428	0.0054	-0.0054	-0.0088
Si	4.4589	14.0055	26.7841	-0.0004	0.0005	-0.0018
Si	3.3428	6.9521	21.6784	0.0021	0.0001	0.0017
Si	2.2138	15.8232	15.8705	0.0033	0.0002	0.0024
Si	5.7514	14.7487	20.0593	-0.001	-0.0016	0.0016
Si	7.7313	10.3305	20.9498	0.001	0.0001	0.0005
Si	7.4019	12.1768	23.4737	0.001	0.0006	-0.0002
Si	4.933	10.4038	23.7811	0.0014	0.0021	-0.0021
Si	6.9323	4.2408	23.7939	0.0004	0.0013	-0.0024
Si	0.9405	11.7798	25.729	0.0013	0.0008	-0.0019
Si	-1.9128	9.1685	26.8389	0.0034	0.0014	-0.001
Si	9.3741	0.3117	18.777	0.0012	0.0001	0.0031
Si	5.1079	12.5495	15.2921	-0.0003	-0.0005	0.0031
Si	3.8122	6.057	27.4934	-0.0026	-0.0029	0.0006
Si	4.2438	14.6285	17.5905	0.0018	-0.0029	0.0011
Si	4.1913	4.488	22.6776	-0.0001	0.0002	0.0003
Si	7.1933	-0.2488	16.6844	-0.0018	0.0004	0.0007
Si	-0.7621	5.1659	16.4761	0.001	0.001	0.0042
Si	3.8778	12.614	19.6123	0.0015	-0.0006	0.0012
Si	0.3819	13.5427	15.728	0.0004	-0.003	0.0001
Si	3.3193	12.9404	24.2101	0.0006	0.0016	-0.0023
Si	-4.3931	8.8317	28.1753	-0.0001	-0.0026	-0.0009
Si	12.0663	0.313	17.7941	0.0006	-0.0015	0.0021
Si	9.7144	11.5448	25.1547	-0.0001	0.0019	-0.001
Si	8.5405	15.4658	21.3331	0.0015	0.0006	0.0011
Si	5.4568	10.1972	19.0022	0.0009	0.0005	0.002
Si	12.9447	11.7725	20.8208	0.0025	0.0003	0.0024
O	-1.5316	5.1817	17.9069	0.0013	0.001	-0.0028
O	14.4097	12.4771	20.8248	-0.0009	-0.0006	-0.0014
O	6.5704	10.9108	19.9604	0.0003	0.0001	-0.0006
O	1.3787	10.5826	21.917	0.0003	0.0019	-0.0007
O	5.0562	8.827	19.7849	0.0004	0.0006	-0.0002
O	5.314	13.1756	20.157	0.0004	0.0043	0.0002
O	1.8763	7.9747	17.8772	0.0003	-0.0011	0.0022
O	9.0945	10.613	26.3409	0.0005	-0.0005	0.0012
O	5.3871	13.2921	13.8743	0.0038	-0.0007	-0.0003
O	4.1665	11.1812	18.8751	0	0.0011	0.0008
O	12.7102	11.3147	19.2784	0.0012	0	0.0004
O	8.1568	11.4883	17.728	0.001	-0.0003	-0.0014
O	3.0661	5.6704	22.6435	0.0012	0.0006	0.0003
O	0.8537	5.5265	16.525	0.0013	-0.0008	-0.0009
O	-0.5914	12.3625	25.7239	0.0019	0.001	0.0009
O	12.5621	10.2743	25.049	0.0008	0.0015	0.0007
O	5.4295	15.2527	18.5326	0.0012	-0.0006	0.0003
O	4.3162	7.4406	26.747	0.0005	0.0039	0.0005
O	0.2512	6.3773	19.322	0.0015	-0.0013	0.0018
O	4.7972	4.5199	21.1626	0.003	-0.001	-0.0016
O	-3.7553	-1.0939	29.265	0.0028	0.0041	0.0054
O	9.4863	3.2105	21.6067	0.0011	-0.0001	-0.0002
O	5.4101	4.8379	23.7246	0.0025	-0.0002	0.0013
O	3.6005	10.1581	27.0119	0.0024	0.0005	0.0013
O	-0.9831	8.5228	25.6335	-0.0007	0.0004	0.0028
O	7.4837	4.3337	25.3339	0.0012	0.0015	0.009
O	8.476	3.4863	27.7727	-0.0138	0.0004	0.0153
O	-1.858	3.6211	30.0312	-0.0049	-0.0103	-0.0079
O	3.7133	12.905	27.7309	0.0002	-0.001	0.0033
O	4.8186	13.7042	16.3896	0	0.0013	0.0023
O	1.8248	14.2833	15.4878	0.0013	0.0004	-0.0012
O	2.5993	8.2373	22.3467	-0.0002	0.0005	-0.0002
O	6.012	14.0487	27.2416	0.0114	0.0091	0.003
O	4.9714	7.2082	21.7522	0.0004	0.0002	0.0005
O	9.8103	1.7488	19.4062	0.0007	-0.0005	-0.0002
O	3.3913	3.1192	23.0346	0.0016	-0.0005	0.0011
O	5.0056	9.8146	22.2758	0.0014	0.0005	0.0019
O	2.2336	6.4753	30.3762	0.0062	0.0025	0.0102
O	10.5845	-0.3442	17.9179	0.0015	0.001	-0.0002
O	7.2391	8.8206	21.4189	0.0015	0.0011	0.0007
O	4.7436	9.2041	24.863	0.0005	-0.0009	0.0035
O	4.438	13.3975	25.2881	0.0009	0.0018	0.0007
O	0.8499	8.5775	20.3887	0.0011	-0.0012	-0.0001
O	1.4816	11.6489	27.2661	0.0015	0.0014	0.0009
O	8.5873	12.5142	24.5417	0.0022	-0.0005	0.0012
O	2.771	6.775	20.1418	-0.002	0.0019	-0.0024
O	10.5125	-1.4642	28.2076	0.0027	-0.0026	0.0071
O	3.3808	15.8672	17.0009	0.0014	-0.0005	-0.0007
O	11.7266	12.7222	21.3311	-0.0001	-0.0008	-0.0008
O	3.2826	13.6773	18.5221	0.0013	0.001	-0.0001
O	7.3146	4.0936	20.3469	-0.0002	0.0001	0.0003
O	6.7901	13.6568	23.1701	0.0011	0.001	0.0014
O	7.0628	2.995	30.1751	-0.0022	-0.0037	0.0045
O	3.9135	4.6179	26.6968	-0.0006	0.0047	0.0034
O	-3.1858	8.2258	27.235	-0.0006	0.0003	0.0018
O	7.9599	5.0449	22.778	0.0004	-0.0008	0.0013
O	9.0662	10.224	20.0218	0.0011	0.0006	-0.0004
O	-1.407	10.5272	23.9518	0.0005	0.0006	0.0008
O	3.6902	0.5047	23.7226	0.0013	0.0004	0.0017
O	0.1333	8.5579	23.102	0.0008	0.0007	0.0012
O	1.8351	12.8516	24.8755	0.0006	-0.0005	0.0016
O	11.3361	3.8697	19.8224	0.0009	0.0013	-0.0007
O	9.4695	5.624	20.5132	0.0017	-0.0003	-0.0007
O	7.9573	11.4117	22.1425	0.0003	0.0009	0.0007
O	3.8754	0.5558	15.1165	0.0017	0.0005	0.0001
O	13.3381	-0.2627	13.7009	0.0013	0.0002	0.0008
O	4.428	1.9796	30.6735	-0.0031	-0.0013	0.0002
O	14.3807	5.6606	14.5647	-0.0008	-0.0012	0.0004
O	6.5484	0.5388	30.7922	-0.0011	0.0068	0.0045
O	6.4017	-3.7886	32.3822	-0.0036	0.008	0.0063
O	2.9807	8.9911	15.4532	-0.0005	-0.0015	0.0006
O	3.7316	-6.2015	12.2381	0.0007	-0.001	0.0015
O	15.4166	-11.3097	31.9967	-0.0002	-0.0001	0.0005
O	-5.2975	0.2643	24.1668	0.0005	-0.0004	0.0008
O	5.3214	-4.728	13.754	0.0049	-0.0017	-0.0018
O	15.7155	-1.2197	13.1062	-0.0004	-0.001	0.0025
O	6.0787	9.455	27.1852	0.0016	0.0006	0.0024
O	3.1806	7.2872	12.563	0.001	-0.0065	0.0024
O	13.3788	12.8884	12.2088	0.0015	0.0045	-0.0052
O	11.7303	12.6076	14.445	0.0014	0.0032	0.0047
O	6.9499	5.5825	27.6497	0.0024	-0.0133	-0.0009
O	12.9029	-0.635	16.8058	0.0004	0.0001	-0.0006

Results
free energy: -183608.199 eV
free energy less fixed offsets of O -568.88, Si -635.61 eV per atom: 1.421 eV

The program warned: the cutoff lies below the one the program advises for these potential files; the forces do not sum to zero within the program's tolerance; the exchange-correlation potential is rough where the density is thin.
